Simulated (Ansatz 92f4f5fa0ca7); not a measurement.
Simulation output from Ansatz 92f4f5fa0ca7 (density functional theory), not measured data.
Periodic cell of 224 atoms, Si128O64H32, with a vacuum gap, from a study of silicon, its oxide and their interface. The atomic structure is a simulated model.

Settings: functional r2SCAN; potential files Ansatz PAW; basis plane waves; wave-function cutoff 800 eV; density cutoff ratio 5; exchange-correlation grid ratio 1; k mesh 1 x 1 x 1, shifted by 0.5 0.5 0 of a step; self-consistency stop 1e-11 eV per atom in the density residual; occupations fixed; spin none; net charge 0; applied field sawtooth along c, amplitude -0.015 V/angstrom in the program's sign convention, ramp centred at 0.9879 of c and 0.0241 of c wide, no dipole correction.

Cell vectors (angstrom)
a 10.88 0 0
b 0 10.88 0
c 0 0 41.4439

Atoms and the computed forces on them: element, x, y, z (angstrom), force x, y, z (eV/angstrom)
Si 5.3217 -3.5392 26.2971 -0.0069 0.0074 -0.0181
Si 8.0574 -0.6905 26.4723 -0.0054 0.004 -0.0155
Si 4.6974 2.3842 26.431 -0.0022 -0.0064 -0.0104
Si 7.4776 -5.8035 26.5649 0.0059 -0.0012 -0.0148
Si -0.7562 -3.0042 26.5118 0.0043 -0.0041 -0.0089
Si 1.8888 -0.3043 26.5099 0.0024 -0.0088 -0.013
Si 10.613 1.9526 26.3643 -0.0013 -0.0011 -0.0166
Si 2.5276 -6.2544 26.4019 -0.0115 0.0055 -0.0105
Si 6.3561 -1.8717 27.627 0.0072 0.0025 0.0002
Si 9.1351 0.8409 27.8278 -0.0067 -0.0045 -0.0004
Si 6.2663 -7.3636 27.7834 -0.0001 -0.0001 -0.0002
Si 9.0059 -4.582 27.8273 0.004 0.0001 -0.0065
Si 0.8036 -1.8684 27.8386 -0.0068 -0.001 -0.0028
Si 3.5271 0.8402 27.7443 -0.0034 0.0065 -0.004
Si 11.7818 3.5246 27.6952 0.0002 0.0004 -0.0002
Si 3.6588 -4.6029 27.6322 0.0014 0.0004 0.0019
Si 4.957 -0.5437 29.0062 -0.0084 0.0017 -0.0123
Si 7.68 2.178 29.0866 -0.0029 0.0061 -0.0114
Si 4.9422 -5.9462 29.1172 0.0025 -0.0014 -0.0124
Si 7.6411 -3.2014 29.1389 0.0069 -0.0078 -0.0133
Si 10.4108 -0.5066 29.2465 -0.0028 -0.0006 -0.0159
Si 13.0881 2.1924 29.1478 0.0031 0.0001 -0.0142
Si 10.424 4.9012 29.0611 -0.0025 0.0035 -0.011
Si 2.2655 -3.2693 29.0205 0.0016 0.0049 -0.0142
Si 3.6081 -1.9007 30.3954 -0.0015 0.0037 0.0056
Si 6.3092 0.8082 30.407 -0.0008 -0.0032 0.0115
Si 3.5828 3.5713 30.4641 -0.0088 -0.0008 0.0037
Si 6.3019 -4.5944 30.4737 -0.0012 0.0054 0.0033
Si 9.0101 -1.8762 30.5124 0.0002 0.0027 0.0081
Si 11.7765 0.8472 30.5483 -0.0075 0.004 0.0008
Si 9.0446 3.5521 30.4284 0.0012 0.0011 0.0077
Si 11.7861 -4.6153 30.4082 0.0026 0.0033 0.0082
Si 1.3884 -1.3648 8.2635 -0.0143 0.0009 -0.1794
Si 4.0847 1.3404 8.2946 -0.0056 -0.0057 -0.1729
Si 1.3287 4.0659 8.3059 0.0032 0.0021 -0.1753
Si 4.0843 -4.0484 8.2462 0.0019 -0.0067 -0.1925
Si 6.7668 -1.3575 8.3184 0.0093 0.0077 -0.1768
Si -1.373 1.3743 8.2678 -0.0007 -0.0013 -0.1902
Si 6.8406 4.08 8.27 -0.0026 0.0077 -0.1887
Si -1.3712 6.7753 8.3026 0.003 0.0037 -0.1734
Si 2.7308 -0.0247 9.6659 0.0011 -0.0017 -0.0234
Si 5.4944 2.7008 9.5918 -0.0088 0.0018 -0.0161
Si 2.7337 5.4661 9.5631 0.0002 -0.0006 -0.0169
Si 5.4141 -2.7397 9.6809 -0.0063 0.0018 -0.0253
Si -2.7481 0.048 9.6213 0.0041 -0.0105 -0.0126
Si -0.0602 2.717 9.6782 0.0114 -0.0004 -0.0239
Si 8.1623 5.4187 9.701 0.0012 0.0004 -0.0232
Si 0.0162 -2.7225 9.5921 0.0033 0.0036 -0.0082
Si 1.3346 1.3481 10.9728 -0.0071 -0.0067 -0.0082
Si 4.1654 4.1349 10.841 -0.0015 -0.007 -0.0054
Si 1.3629 -4.1043 10.9313 0.0032 0.0024 -0.0082
Si 4.0806 -1.3796 11.0647 -0.0108 -0.0033 -0.0076
Si -4.0659 1.3993 11.0465 0.0002 -0.001 -0.002
Si -1.4099 4.0435 11.118 0.0035 -0.0019 -0.0144
Si 6.7782 -4.102 11.0471 -0.0071 -0.0073 -0.0066
Si -1.3651 -1.3343 10.8845 0.0067 0.0045 -0.0021
Si -0.0754 0.0127 12.3143 0.002 -0.001 0.0216
Si 2.7773 2.7988 12.1002 0.0043 0.0014 0.0154
Si 0.0367 -5.4586 12.3426 0.0116 -0.0008 0.011
Si 2.676 -2.7726 12.3564 -0.0063 -0.007 0.0094
Si 5.4936 -0.0222 12.3915 0.002 0.0014 0.0148
Si -2.8087 2.7607 12.5803 -0.0033 -0.0098 0.0167
Si 5.4447 5.3739 12.4075 -0.0094 0.0021 0.0205
Si -2.694 -2.6853 12.2662 0.0083 0.0077 0.0104
Si 0.9748 -1.6701 13.5335 0 -0.0024 -0.0268
Si 4.2306 1.6267 13.4477 -0.0008 0.0021 -0.0227
Si 1.6961 4.2645 13.5472 0.0018 0.0038 -0.0249
Si 3.8319 -4.3818 13.6326 -0.0011 -0.0072 -0.0262
Si 7.1399 -1.1489 13.6898 -0.0002 0.0027 -0.026
Si -1.599 1.1319 13.7505 0.004 -0.0105 -0.0245
Si -4.4909 3.8277 14.0002 -0.0059 -0.0066 -0.0435
Si -1.1874 -3.8896 13.5653 0.0069 0.0122 -0.0242
Si 2.919 -0.3114 15.352 0.008 -0.0098 -0.0455
Si 9.5279 -2.0469 20.3901 -0.0128 0.0001 -0.0406
Si 11.4744 -4.9017 24.3319 0.0024 0.0009 -0.044
Si -0.006 2.9453 15.7837 -0.0001 0.0023 -0.0535
Si 5.0907 -2.1384 23.4901 0.0044 0.0026 -0.0572
Si 6.7137 4.6972 17.1563 0.0091 -0.0003 -0.057
Si 0.9021 2.0141 18.6724 -0.0001 0.002 -0.0529
Si 6.3659 0.6751 24.3158 -0.0029 0.0035 -0.0432
Si 9.2334 -7.0886 24.2484 -0.0063 -0.0024 -0.0441
Si 6.3807 -2.3071 20.8102 -0.0036 -0.0061 -0.0492
Si 2.1934 -0.7112 18.1973 0.0089 0.0087 -0.0485
Si 2.3578 -4.2567 19.806 0.0015 -0.0051 -0.0391
Si 5.1123 -3.761 18.3453 0.0074 0.0034 -0.0545
Si 7.7671 2.2655 22.0131 -0.0026 -0.0015 -0.0504
Si -1.4771 -5.1326 16.3058 -0.0045 -0.0036 -0.0427
Si 2.4429 -0.9282 23.6216 -0.0072 0.003 -0.0241
Si 5.853 2.7396 19.4792 -0.0032 0.0086 -0.0414
Si 0.2043 -3.2585 18.125 0.0067 -0.0012 -0.0464
Si 4.493 0.019 19.9221 -0.0053 -0.0057 -0.0436
Si 10.3072 0.9764 20.7762 0.0071 0.0008 -0.0436
Si 0.9611 -2.9231 22.0706 -0.0015 0.0002 -0.0474
Si 2.373 1.3711 21.9321 0.0045 0.0106 -0.0474
Si 2.9988 -7.1923 20.3852 0.0051 -0.0043 -0.0387
Si 5.1742 -2.4572 15.5961 -0.0011 -0.002 -0.0535
Si 4.9343 -3.2411 31.8102 -0.0045 0.0041 0.0152
Si 7.6454 -0.5113 31.8267 0.0086 -0.0039 0.0189
Si 4.9661 2.1851 31.7747 -0.0032 0.0105 0.0312
Si 7.6865 4.9121 31.794 0.0027 0.0018 0.0187
Si 10.4164 -3.2621 31.7875 0.003 0.0048 0.0249
Si 2.2738 -0.552 31.8152 -0.004 0.0058 0.0142
Si 10.3774 2.2106 31.8402 -0.001 -0.0045 0.01
Si 2.227 -5.9566 31.8144 -0.0056 0.0041 0.0177
Si 6.2952 -1.8799 33.1607 -0.0083 -0.0118 0.1707
Si 9.0127 0.8399 33.1822 0.0237 0.0272 0.1788
Si 6.3223 3.5417 33.1478 0.0107 0.0225 0.1857
Si 9.0534 -4.6151 33.1453 -0.0164 -0.0005 0.1754
Si 0.8865 -1.903 33.1622 0.008 0.0132 0.1794
Si 3.6245 0.8271 33.1507 -0.0228 -0.0156 0.1769
Si 0.8691 -7.3066 33.172 -0.0199 -0.0276 0.1647
Si 3.5804 -4.6009 33.1737 0.0192 0.0133 0.1776
Si 4.9575 -0.5264 34.5286 0.0017 0.0116 0.368
Si 7.6622 2.1952 34.5437 0.0445 0.0096 0.2765
Si 4.9531 4.9042 34.5008 0.0239 0.0481 0.265
Si 7.6818 -3.242 34.4728 -0.0238 -0.039 0.3643
Si 10.3917 -0.5352 34.5067 0.0225 0.0337 0.2664
Si 2.2489 2.1936 34.4818 -0.0655 -0.0083 0.3462
Si 10.3956 -5.9566 34.5302 -0.0051 -0.0368 0.3512
Si 2.2277 -3.2544 34.5466 0.0113 0.0272 0.2835
Si 0.0019 0.0044 6.9426 0.0504 0.0047 -0.348
Si 2.7061 2.7082 6.9617 -0.0514 -0.0528 -0.2885
Si -0.0072 5.4298 6.9276 -0.0455 -0.0136 -0.25
Si 2.7314 -2.7103 6.8833 0.0255 0.0629 -0.4188
Si 5.4273 -0.017 6.9222 -0.0479 -0.0281 -0.2728
Si 8.1743 2.7271 6.8923 0.0372 0.0544 -0.3998
Si 5.4506 5.4415 6.9388 0.0546 0.0292 -0.3698
Si 8.1431 -2.7213 6.9716 -0.0103 -0.0382 -0.2545
O 3.2264 1.0538 14.5896 0.0011 -0.0147 0.0167
O 5.5781 -5.148 17.6613 -0.0053 0.0011 0.0151
O -2.6611 -0.0331 14.2435 -0.0032 -0.0019 0.0028
O 9.0738 -1.8724 25.9309 -0.0018 -0.0037 0.0132
O 1.8266 -5.6237 25.0755 0.0123 -0.0106 0.0233
O 6.6018 -1.9921 14.9935 -0.0079 -0.0091 0.0207
O 8.9948 1.3077 21.627 -0.0089 0.0065 0.0168
O 5.3714 1.6361 25.1491 -0.0103 0.0109 0.0238
O 8.4427 3.4615 22.8763 0.008 0.0101 0.031
O -0.8235 4.2879 16.1114 0.0017 0.0034 0.0144
O 1.19 3.3501 14.7893 -0.0085 -0.0074 0.0235
O -1.9439 -4.573 14.8512 -0.002 -0.0038 0.0249
O 5.2975 1.2291 19.167 -0.0041 -0.0035 0.004
O 3.6322 3.5159 25.8879 -0.002 0.0051 0.0043
O 10.406 2.042 19.5403 -0.0097 -0.0082 0.0283
O 9.9517 2.5169 24.9685 0.0116 -0.0104 0.0243
O 5.9925 -3.3638 19.6459 0.0051 0.0104 0.0332
O 3.6171 -1.8021 22.9396 0.0018 -0.0053 0.0174
O 1.2762 -2.024 17.8902 -0.0014 0.0019 0.018
O 10.3337 -2.9109 21.4937 0.0096 -0.0056 0.0261
O 2.7143 2.9517 21.8144 -0.0014 -0.0082 0.0188
O 6.5438 3.3999 18.147 -0.0095 -0.0149 0.0272
O 8.1355 -5.3865 17.2899 -0.0056 -0.0038 0.0253
O 8.142 -6.5118 25.2726 -0.0098 0.0064 0.0286
O 11.7006 0.8021 25.9239 -0.0051 0.0061 0.0127
O -0.4222 -4.0229 16.8451 0.0072 0.0112 0.0292
O 4.9235 -3.0797 24.7857 -0.0036 -0.0162 0.0384
O 5.2688 2.6515 14.181 0.0039 0.0019 0.0161
O 2.7508 0.0183 16.8868 -0.0122 -0.0102 0.0301
O 11.691 1.1412 21.5971 0.0061 0.0018 0.0226
O 6.7579 1.4434 22.9639 -0.0062 -0.0109 0.0299
O 6.9486 2.7415 20.693 0.0129 -0.0011 0.0374
O 4.6303 -3.8399 14.9586 0.0072 0.0165 0.0276
O 6.4231 -4.7023 25.9966 -0.0022 -0.003 0.0048
O 1.1265 -1.5382 22.903 0.0053 0.0082 0.0245
O 7.6537 0.2737 25.2081 0.0086 -0.0095 0.0284
O 3.5816 -3.9058 18.8234 -0.0081 0.0049 0.0143
O 1.3546 0.4707 18.889 -0.0062 -0.0001 0.0276
O 4.1425 -1.3202 15.1207 -0.0002 0.0036 0.0286
O 0.6179 2.3502 17.1369 0.0061 -0.0027 0.0434
O 3.463 0.664 20.9734 -0.0117 0.0032 0.0245
O 1.0173 -4.4133 18.914 0.0053 -0.0034 0.0178
O 2.47 -1.1319 25.2206 -0.0071 0.0053 0.0477
O 10.8338 -3.7347 25.2461 -0.0074 0.009 0.0211
O 6.6217 4.3002 15.5668 0.0061 0.0045 0.0329
O -0.1084 -2.766 14.0814 -0.0013 -0.0043 0.0142
O 9.8062 -2.7059 18.9404 -0.0118 0.0032 0.03
O 5.6319 -0.8924 20.5971 0.0055 -0.0099 0.0222
O 4.5547 -7.2794 19.9416 -0.0036 -0.0026 0.013
O 5.9561 -2.8226 22.2993 -0.0073 -0.0034 0.033
O 5.2553 -2.6143 17.1982 -0.0021 -0.0062 0.0266
O 2.7352 5.3882 14.1531 0.0005 0.0002 0.002
O 7.9685 -2.0728 20.754 -0.0135 -0.0045 0.0204
O 10.354 -5.9816 23.9274 -0.0034 0.001 0.02
O 2.633 -5.6405 20.5735 -0.0004 0.0001 0.0066
O 2.0459 3.0045 19.2524 0.0074 0.0015 0.0252
O -0.9324 1.8077 15.09 0.0122 0.0078 0.0203
O 10.1108 -0.5535 20.3233 -0.0016 0.0022 0.0126
O 1.1678 -4.2133 23.0037 -0.0047 -0.0099 0.0311
O 3.5576 -0.9783 19.0383 0.0081 0.003 0.0215
O 2.0511 -3.063 20.8673 -0.006 0.0051 0.0318
O 2.5915 0.6709 23.3736 0.0029 -0.013 0.0183
O 5.6882 -0.7237 23.9498 0.0103 0.0062 0.0253
O 1.5381 -0.9777 14.8892 0.0128 -0.0012 0.024
H 4.1345 -1.347 35.4611 0.2621 0.313 -0.2772
H 5.7782 0.2965 35.4611 -0.2972 -0.3388 -0.2598
H 6.8444 1.3694 35.4761 0.2845 0.3413 -0.2658
H 8.4913 3.0096 35.4761 -0.3095 -0.2596 -0.269
H 4.1302 4.0835 35.4332 0.3309 0.3131 -0.2513
H 5.7735 5.7274 35.4332 -0.2647 -0.2975 -0.2511
H 6.8601 -4.0639 35.4053 0.3018 0.2657 -0.2545
H 8.5045 -2.4211 35.4053 -0.3286 -0.3175 -0.2575
H 9.5699 -1.3569 35.4392 0.3375 0.3055 -0.2443
H 11.2144 0.2858 35.4392 -0.278 -0.2802 -0.2563
H 3.0677 3.0184 35.4143 -0.3107 -0.3405 -0.2516
H 1.4254 1.3735 35.4143 0.2945 0.2692 -0.2593
H 9.5797 -6.7842 35.4626 0.2743 0.294 -0.2738
H 11.2158 -5.1332 35.4626 -0.3475 -0.3065 -0.2653
H 3.0488 -2.4319 35.479 -0.2906 -0.2831 -0.2686
H 1.4013 -4.0716 35.479 0.3297 0.3186 -0.2626
H 0.8249 0.825 6.0102 -0.3458 -0.3159 0.2366
H -0.8192 -0.818 6.0102 0.2835 0.2674 0.2651
H 3.5239 3.534 6.0292 -0.2815 -0.2404 0.2971
H 1.8854 1.8853 6.0292 0.3537 0.3063 0.2519
H 0.8156 6.2506 5.9951 -0.2662 -0.253 0.3173
H -0.826 4.605 5.9951 0.3334 0.336 0.2738
H 1.911 -3.5335 5.9509 0.2661 0.2581 0.2825
H 3.5531 -1.8884 5.9509 -0.3736 -0.3269 0.2313
H 6.2492 0.8047 5.9897 -0.2307 -0.2683 0.3131
H 4.6046 -0.8379 5.9897 0.3436 0.3452 0.2725
H 8.9978 3.5471 5.9598 -0.3216 -0.3638 0.2342
H 7.3517 1.9061 5.9598 0.2326 0.2775 0.2849
H 4.6215 4.627 6.0063 0.2858 0.2465 0.2726
H 6.2665 6.2691 6.0063 -0.3076 -0.3603 0.2203
H 7.323 -3.5447 6.0391 0.2924 0.3566 0.2651
H 8.9695 -1.9041 6.0391 -0.2698 -0.273 0.293

Results
free energy: -118879.652 eV
free energy less fixed offsets of H -15.71, O -570.45, Si -639.56 eV per atom: -4.452 eV

The program warned: the cutoff lies below the one the program advises for these potential files; the forces do not sum to zero within the program's tolerance; empty levels may hold ghost states of the PAW files; the exchange-correlation potential is rough where the density is thin.
